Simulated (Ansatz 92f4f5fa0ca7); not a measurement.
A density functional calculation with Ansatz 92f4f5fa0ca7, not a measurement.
Periodic cell of 264 atoms, Si152O112, from a study of silicon, its oxide and their interface. The atomic structure is a simulated model.
This geometry differs little from another in the collection (a relaxation step or a small displacement).

Settings: functional r2SCAN; potential files Ansatz PAW; basis plane waves; wave-function cutoff 800 eV; density cutoff ratio 5; exchange-correlation grid ratio 1; k mesh 1 x 1 x 1, shifted by 0.5 0.5 0 of a step; self-consistency stop 1e-10 eV per atom in the density residual; occupations fixed; spin none; net charge 0.

Cell vectors (angstrom)
a  10.888  0  0
b  0  10.888  0
c  0  0  37.1242

Atoms: element, x, y, z (angstrom)
Si  -0.3097  0.2936  0.0849
Si  2.8701  2.5129  0.1381
Si  -0.2165  5.7416  0.054
Si  3.2259  8.0078  0.1006
Si  5.2338  0.3188  0.2023
Si  8.4946  2.6354  -0.012
Si  5.2578  5.6085  0.0064
Si  8.384  7.9794  0.1787
Si  1.3104  1.3523  1.4256
Si  4.0384  4.1404  1.3608
Si  1.4599  6.8952  1.2563
Si  4.214  9.5506  1.5181
Si  6.8951  1.4834  1.3326
Si  9.6139  4.1227  1.3978
Si  6.8053  6.7613  1.397
Si  9.4771  9.6185  1.4225
Si  0.0381  2.7664  2.7916
Si  2.7024  -0.0221  2.7665
Si  0.0531  8.2221  2.6699
Si  2.7098  5.5108  2.7194
Si  5.4593  2.7843  2.6969
Si  8.1401  0.0765  2.7729
Si  5.5387  8.1611  2.8255
Si  8.1771  5.4189  2.7502
Si  1.3929  4.1359  4.1131
Si  4.1007  1.3839  4.0529
Si  1.3577  9.5227  4.1275
Si  4.0908  6.8214  4.1079
Si  6.801  4.0896  4.1139
Si  9.5321  1.4032  4.1175
Si  6.8495  9.5642  4.1506
Si  9.566  6.8346  4.0339
Si  -0.0016  0.0165  5.4601
Si  2.7491  2.7427  5.4352
Si  -0.0034  5.4731  5.4455
Si  2.7211  8.1622  5.4759
Si  5.4327  0.0162  5.4551
Si  8.1485  2.7281  5.476
Si  5.4435  5.4508  5.4622
Si  8.2255  8.1816  5.4474
Si  1.3749  1.3783  6.7899
Si  4.0867  4.0829  6.8221
Si  1.3541  6.8034  6.8323
Si  4.084  9.5327  6.8126
Si  6.7963  1.3564  6.8317
Si  9.5183  4.1024  6.7986
Si  6.8254  6.8196  6.7811
Si  9.5489  9.5358  6.8328
Si  -0.0087  2.7261  8.1381
Si  2.7132  -0.0005  8.1538
Si  0.0025  8.1692  8.1937
Si  2.7114  5.4289  8.1811
Si  5.4194  2.7058  8.1815
Si  8.1607  -0.0145  8.1829
Si  5.4568  8.1564  8.1466
Si  8.1505  5.4476  8.1537
Si  1.3377  4.0565  9.524
Si  4.0578  1.3313  9.5373
Si  1.3795  9.5281  9.5307
Si  4.0908  6.8015  9.5095
Si  6.7762  4.0868  9.5012
Si  9.5386  1.3592  9.5105
Si  6.7985  9.4968  9.5296
Si  9.5002  6.7996  9.52
Si  0.0212  0.0013  10.8798
Si  2.6702  2.6705  10.8917
Si  -0.0254  5.4366  10.8581
Si  2.7491  8.1628  10.8816
Si  5.4073  -0.0641  10.8798
Si  8.1263  2.7073  10.826
Si  5.4134  5.4244  10.882
Si  8.1422  8.1348  10.9069
Si  1.355  1.3154  12.3223
Si  4.0296  4.0425  12.204
Si  1.3713  6.7887  12.1882
Si  4.075  9.4913  12.3223
Si  6.781  1.3101  12.1645
Si  9.4582  4.0828  12.1714
Si  6.7404  6.7883  12.2712
Si  9.562  9.5032  12.1974
Si  -0.1246  2.7079  13.5246
Si  2.7406  -0.052  13.741
Si  0.0791  8.1777  13.5523
Si  2.6579  5.3913  13.5655
Si  5.379  2.6338  13.4967
Si  8.1637  -0.0399  13.5009
Si  5.3951  8.1014  13.7209
Si  8.1144  5.4134  13.5715
Si  1.127  4.1224  14.8568
Si  4.2163  1.2572  15.053
Si  1.3901  9.47  15.1086
Si  3.9792  6.6808  15.0342
Si  6.7431  3.956  14.826
Si  9.4399  1.3495  14.9108
Si  6.8667  9.5075  14.9458
Si  9.5167  6.8393  14.7991
Si  -0.2198  -0.1164  16.2445
Si  3.19  2.6227  16.647
Si  0.0116  5.6469  16.2108
Si  2.3772  7.7261  16.4514
Si  6.0725  0.4016  16.1958
Si  7.6151  2.2276  16.1363
Si  5.1815  5.0145  16.1792
Si  8.5704  8.4561  16.1439
Si  -10.1575  5.9646  34.394
Si  -10.7671  11.6129  23.978
Si  -2.2121  7.3468  23.3168
Si  -4.4245  -15.5994  24.931
Si  27.8934  29.0247  30.3589
Si  8.0682  18.7045  19.0159
Si  10.3887  4.3628  19.0488
Si  3.2642  2.3958  29.3033
Si  32.2898  -3.661  25.753
Si  4.059  4.2009  24.3488
Si  -4.7843  9.9707  19.0587
Si  3.8906  7.746  19.2193
Si  5.6808  31.1342  28.1025
Si  7.5669  46.7661  19.2167
Si  4.8227  0.2036  34.4102
Si  30.3584  26.9641  26.9997
Si  28.4936  11.8398  21.2297
Si  26.3987  26.4953  30.7171
Si  11.3386  33.9616  28.4667
Si  9.5433  13.1877  26.2178
Si  -19.8893  8.7755  30.4575
Si  22.2906  -26.5588  31.4928
Si  -6.5679  29.9904  25.684
Si  15.2078  -11.0626  30.3618
Si  4.3584  1.9468  26.5132
Si  25.9115  34.5031  22.5605
Si  7.0615  11.2471  26.0699
Si  -3.2881  29.2864  34.496
Si  13.8645  10.9179  24.9136
Si  4.9405  -2.6972  33.1907
Si  1.7193  11.5134  21.4386
Si  10.2282  21.0733  30.2148
Si  18.1191  14.4189  31.8914
Si  19.6567  9.6674  32.8002
Si  -8.55  -2.4684  34.467
Si  24.096  12.8882  34.3554
Si  -0.4935  6.8369  20.7945
Si  22.3179  9.2358  27.95
Si  -4.9354  16.5934  18.967
Si  -8.7883  19.2612  21.7124
Si  8.268  21.1667  23.357
Si  22.2593  -0.2291  34.311
Si  24.3204  4.4509  32.6674
Si  12.037  23.4099  18.5976
Si  18.0906  4.5634  34.9227
Si  8.6861  27.272  30.1676
Si  2.2498  28.4018  24.3926
Si  -4.3386  0.7326  32.364
O  -14.8069  4.03  -3.7115
O  11.7679  1.318  -3.068
O  8.9198  3.995  -17.521
O  5.8422  4.8868  -1.3548
O  14.1604  8.0986  -16.4725
O  -1.3069  -4.2612  -14.9379
O  5.9311  14.7128  -6.1429
O  16.7097  12.2918  -11.0531
O  -6.9585  14.1235  -11.4868
O  6.3048  -2.5352  -7.9249
O  9.5947  20.502  -20.4012
O  -7.8988  19.789  -1.255
O  -0.3665  34.9245  -9.6386
O  1.6317  9.6676  -3.3872
O  4.0893  12.3394  -0.0232
O  30.2185  15.937  -8.5073
O  3.1048  1.4726  21.3761
O  11.6253  7.8067  21.1041
O  -11.9497  27.9718  26.7747
O  16.7178  10.7498  20.4338
O  13.7636  -2.8857  17.9856
O  22.2185  13.9405  18.9493
O  6.2889  15.0842  19.4455
O  15.07  -6.9862  16.9032
O  7.4743  12.8221  31.8224
O  2.6635  12.8129  18.0358
O  8.1565  7.558  17.4315
O  1.8149  3.125  15.967
O  -5.2281  18.474  25.0243
O  -4.9886  0.0799  17.8071
O  -11.3726  1.9559  24.8691
O  45.0886  29.1247  31.1664
O  0.2851  8.452  26.5783
O  0.8892  21.6964  27.7016
O  4.458  6.2229  19.3332
O  -22.5709  9.2373  28.8913
O  -4.0888  -0.8103  27.1724
O  30.7993  9.8171  31.2046
O  10.2432  15.8808  17.5581
O  16.9405  27.5099  17.354
O  -3.3709  17.1884  23.7138
O  3.7756  9.5191  24.9098
O  7.4523  -11.2582  33.1056
O  20.7003  10.5458  23.7688
O  -12.8989  25.5553  26.2361
O  -16.0912  34.3261  22.2152
O  -14.1901  6.6108  30.5942
O  1.7235  2.1891  28.8885
O  11.2143  0.7477  17.5175
O  12.0506  -4.2088  16.733
O  8.4725  29.924  33.2803
O  29.5307  13.6015  17.6964
O  14.4372  23.0162  30.4031
O  11.619  6.4773  24.8673
O  13.999  7.1633  25.6451
O  25.7262  37.7246  32.1527
O  8.0866  -2.124  22.8039
O  0.6856  23.0267  22.5404
O  29.685  11.2345  22.1163
O  4.0441  25.151  22.9786
O  20.8819  10.3208  33.584
O  23.521  30.3576  28.8369
O  -3.6128  21.4562  24.6119
O  -9.7396  22.5009  19.9374
O  7.8431  19.3074  35.8206
O  5.5174  18.8103  31.7046
O  8.0198  16.8546  34.7794
O  15.1936  13.2163  28.0699
O  -12.3395  -14.0138  24.6883
O  16.3145  5.0203  24.5406
O  23.181  -17.0346  31.5318
O  25.1162  22.5536  34.5738
O  13.2057  -29.8158  35.748
O  16.9031  7.5089  34.1799
O  26.422  19.404  27.2159
O  20.4284  23.2261  36.6493
O  3.5217  36.5328  29.9067
O  2.7826  26.923  24.1201
O  -10.5612  10.4278  35.9086
O  14.1466  22.5547  26.3135
O  -1.2963  6.9377  36.9931
O  9.4837  7.6211  19.7265
O  13.5903  24.6685  33.0627
O  3.7036  33.5601  23.7806
O  10.3738  0.843  29.7144
O  21.6708  6.1925  33.0111
O  15.9986  -2.1552  18.8946
O  -14.3837  12.8382  20.1775
O  -3.8504  17.6072  19.6133
O  8.4977  4.2446  31.1843
O  -5.2123  10.8933  31.2178
O  2.4015  7.6147  23.1136
O  -8.9072  9.9757  21.8963
O  0.0496  16.3437  20.1265
O  18.1241  5.8164  26.3241
O  12.9724  5.1744  34.0277
O  7.5944  42.0173  19.1926
O  16.4658  -0.141  35.7951
O  16.4943  -9.5634  33.5387
O  8.001  3.4242  35.7605
O  -0.69  16.9428  30.4118
O  12.2602  10.8487  24.697
O  -2.4846  1.1741  26.4288
O  15.9527  16.962  29.9428
O  -6.0795  -0.4049  28.8455
O  25.1089  20.3538  30.7935
O  0.7513  9.8301  30.9375
O  14.3134  -3.2067  33.5039
O  10.9158  -5.6827  35.6359
O  15.6834  -1.1265  33.5116
O  4.2047  6.7905  36.7039
O  1.1594  7.418  34.9265

Results
free energy: -161109.971 eV
free energy less fixed offsets of O -570.45, Si -639.56 eV per atom: -6.451 eV

Forces (eV/angstrom), in the order of the atoms: element, x, y, z
Si  0.0005  0.0005  -0.0031
Si  -0.0007  0  -0.0029
Si  -0.0001  -0.0003  -0.0029
Si  -0.0002  0.0013  -0.0027
Si  0.0001  -0.0003  -0.0029
Si  -0.0002  0.0016  -0.0028
Si  0.0002  0.0002  -0.0018
Si  0.0002  0.0005  -0.0037
Si  -0.0006  0.0006  -0.0005
Si  0.0003  0.0002  0.0008
Si  0.0001  0.0011  0.0009
Si  0  0.0007  -0.0002
Si  0.0002  0.0007  -0.0003
Si  0  -0.0005  -0.0001
Si  -0.0003  -0.0007  0.0001
Si  -0.0004  0.0008  -0.0003
Si  -0.0007  -0.0001  0.0004
Si  -0.0003  0.0001  0.0001
Si  0.0002  -0.0006  -0.0007
Si  -0.0001  0.0004  0.0008
Si  -0.0003  0.0003  0
Si  -0.0002  0.0005  -0.0004
Si  -0.0005  0.0007  0.0012
Si  -0.0004  -0.0001  0
Si  0  0.0005  -0.0008
Si  -0.0004  0.0005  0.0002
Si  -0.0006  0.0006  -0.0002
Si  -0.0002  0.0004  -0.0002
Si  -0.0004  0.0005  -0.0002
Si  -0.0001  -0.0001  -0.0001
Si  0  0.0001  0.0001
Si  -0.0001  0.0001  -0.0004
Si  -0.0007  0.0004  0.0001
Si  -0.0001  0.0005  0.0004
Si  -0.0008  0.0001  0.0001
Si  -0.0006  0.0003  0.0002
Si  -0.0006  0.0004  0.0001
Si  -0.0008  0.0004  0
Si  -0.0003  0.0003  -0.0001
Si  -0.0002  0.0005  0.0002
Si  -0.0001  0.0007  0
Si  -0.0002  0.0004  -0.0003
Si  -0.0005  0.0002  -0.0003
Si  -0.0003  0.0004  -0.0001
Si  -0.0004  0.0004  -0.0002
Si  -0.0005  0.0003  -0.0003
Si  -0.0002  0.0007  0.0002
Si  -0.0003  0.0009  0
Si  -0.001  0.0005  0
Si  -0.0009  0.0002  0.0003
Si  -0.0006  0.0005  0.0001
Si  -0.0003  0.0001  0.0002
Si  -0.0003  0.0004  -0.0001
Si  -0.0006  0.0002  0
Si  -0.0005  0.0002  0.0001
Si  -0.0006  0.0002  -0.0002
Si  -0.0003  0.0002  0.0001
Si  -0.0002  -0.0002  0.0005
Si  -0.0001  -0.0001  0
Si  -0.0007  0.0001  0.0003
Si  0.0001  -0.0002  0.0002
Si  -0.0005  0  0.0004
Si  -0.0007  0  0.0006
Si  -0.0002  0.0003  0.0004
Si  0  0.0007  0.0001
Si  -0.0007  0.0002  0.0002
Si  -0.001  0.0005  -0.0002
Si  -0.0007  0  0.0001
Si  -0.0006  0.0002  0
Si  -0.0001  0.0002  -0.0007
Si  -0.0005  0.0006  -0.0001
Si  -0.0008  -0.0003  -0.0002
Si  -0.0014  -0.0001  0.0001
Si  -0.0008  -0.0005  0.0008
Si  -0.0005  0.0003  -0.0006
Si  -0.0004  0.0004  0.0002
Si  -0.001  0.0003  -0.0011
Si  -0.0003  0.0003  -0.0008
Si  -0.0002  0  -0.0001
Si  0.0009  -0.0007  -0.0004
Si  0.0009  0.0002  -0.0009
Si  -0.0002  0.0006  0.0008
Si  -0.0012  0.0009  -0.0001
Si  -0.0012  -0.0003  0.0007
Si  -0.0011  0.0011  -0.0001
Si  -0.0012  0  0.0005
Si  -0.0007  0  -0.001
Si  -0.0009  -0.0004  0.0002
Si  0.0007  -0.0006  0.0003
Si  -0.0006  -0.0016  -0.0012
Si  0.0002  0.0006  0.0003
Si  -0.0004  0.0005  0.0004
Si  -0.0005  0.0003  0.0011
Si  0.0001  -0.0013  -0.0003
Si  -0.0001  0.0003  0.0017
Si  0  -0.0006  -0.0004
Si  -0.0002  0.0009  0.0021
Si  0.0014  -0.0021  0.0042
Si  -0.0011  -0.0001  0.0032
Si  0.0002  -0.0012  0.0057
Si  -0.0012  -0.0008  0.0014
Si  -0.0003  0.0001  0.0065
Si  0.0013  0.0009  0.0047
Si  -0.0003  0.0002  0.0015
Si  0.0015  0  -0.0071
Si  -0.0001  -0.001  0.002
Si  -0.0007  0  0.0036
Si  0.0003  0.0006  0.0026
Si  0.0009  -0.0002  -0.0033
Si  0.0012  -0.0012  -0.0001
Si  0.001  -0.0005  0.005
Si  -0.0008  0.0003  -0.002
Si  0.0014  -0.0002  0.0008
Si  0.001  0.0004  0.0017
Si  -0.0017  0.001  0.0046
Si  -0.0015  0.0012  0.0048
Si  -0.0005  -0.0002  -0.0018
Si  -0.0004  0.0004  0.0045
Si  0.0008  0.0006  -0.006
Si  0.0001  -0.0001  0.003
Si  -0.0016  0.0012  0.0055
Si  -0.0003  0.0003  -0.0029
Si  0.0002  0.0002  -0.0011
Si  -0.0006  0.0002  0.0009
Si  -0.0008  -0.0001  0.0003
Si  0.0004  0.0004  -0.0034
Si  -0.0003  -0.0004  0.0007
Si  -0.0006  0.0008  -0.0025
Si  -0.0014  -0.0004  -0.0002
Si  -0.0002  0.0002  0.0042
Si  -0.0007  -0.0001  0.0004
Si  -0.0009  0.0011  -0.006
Si  0.0003  -0.0007  0.0019
Si  0  0.0006  -0.0046
Si  -0.0003  0.0001  0.0042
Si  0.001  0.0004  -0.0033
Si  -0.0003  0  -0.0039
Si  0.0001  0.0006  -0.0049
Si  0.0005  -0.0001  -0.0063
Si  -0.0005  0.0014  -0.0061
Si  0.0002  0.0015  0.0054
Si  0.0012  -0.0002  0.0006
Si  0.0004  -0.0006  0.0091
Si  0.0002  0.0015  0.0035
Si  -0.0002  -0.0006  0.0022
Si  -0.001  -0.0004  -0.0074
Si  0.0006  0.0001  -0.0047
Si  -0.0012  -0.0013  0.0073
Si  -0.0001  0  -0.005
Si  -0.0004  0.0003  -0.0019
Si  -0.0001  -0.0001  0.0023
Si  0.0001  0.0006  -0.0044
O  -0.0005  0.0021  0.0062
O  0.0003  0.0002  0.0009
O  -0.0024  -0.001  -0.0002
O  -0.0025  0.0007  0.0023
O  0.0001  -0.0011  -0.0044
O  0.0023  0.0003  -0.0036
O  0.0002  -0.0003  0.0015
O  -0.0005  -0.0002  -0.0001
O  -0.0004  0.0007  -0.0007
O  -0.0004  -0.0003  0.0012
O  0  -0.0001  0
O  0.0005  -0.0008  0.0039
O  -0.0005  -0.0007  0.0005
O  -0.0004  0.0007  -0.0002
O  -0.0001  -0.0003  0.0003
O  0.0002  0.0003  0.0021
O  -0.0005  -0.0002  -0.0023
O  -0.0014  -0.0011  -0.0061
O  -0.0005  -0.0016  -0.0001
O  -0.001  -0.0037  -0.0059
O  -0.0013  -0.0014  -0.0032
O  -0.0003  0.0007  -0.0025
O  0.0002  0.001  0.0005
O  -0.0011  0  -0.0035
O  -0.0002  -0.0001  0.0007
O  0.0003  0.0006  -0.0073
O  0.0005  -0.001  -0.0094
O  -0.0031  0.0011  -0.0012
O  0.001  0.0004  -0.0001
O  0  0.0013  -0.0038
O  -0.0003  -0.0002  -0.0005
O  0.0005  -0.0002  0.0017
O  0.0003  -0.0003  0
O  0.0015  -0.0004  0.0019
O  -0.0002  -0.0001  -0.0033
O  0.0006  0.0003  0.0009
O  -0.0006  0  0.0003
O  -0.0011  -0.0016  0.0044
O  0.001  0.0023  -0.0058
O  -0.0011  -0.0017  0.0013
O  0.0006  -0.0001  -0.0006
O  -0.0001  0  0.0003
O  0.0006  -0.0002  0.0015
O  -0.0007  -0.0003  -0.0012
O  -0.0001  0.0001  0.0003
O  0.0008  -0.0033  -0.0013
O  -0.0002  0.0004  0.0011
O  0.0002  -0.0001  0.0004
O  -0.0014  -0.0024  -0.0041
O  -0.001  -0.0022  -0.0003
O  -0.0012  -0.0003  0.002
O  -0.0049  -0.0006  -0.0069
O  0.0003  -0.0004  0.0012
O  0.0013  -0.001  -0.001
O  0.0013  -0.0001  -0.0006
O  -0.0011  0.0004  0.0026
O  0.0002  -0.0008  -0.0009
O  0.0001  -0.0003  -0.0018
O  -0.001  -0.0003  -0.0008
O  0.0032  -0.0015  -0.0009
O  0.0005  0.0011  0.001
O  0.0009  0.0006  0.0043
O  -0.0003  0.0004  -0.002
O  -0.0005  0.0009  -0.0052
O  0  0.0009  0.006
O  -0.0006  0.0008  0.0032
O  0.0002  0.0003  0.0041
O  -0.0002  0.0002  0
O  -0.0005  -0.0016  -0.001
O  -0.0001  -0.0011  -0.0005
O  0.0003  0  0.0041
O  -0.0005  0.0001  0.0052
O  0.0004  -0.0002  0.0055
O  0.0012  -0.0004  0.0037
O  -0.0009  -0.0001  -0.0008
O  -0.0003  0.0002  0.0012
O  0.0003  0.0001  0.0019
O  0.0007  -0.0003  0.0005
O  -0.0019  -0.0006  0.0032
O  -0.0003  0  0.0002
O  0.0003  0.0016  0.0019
O  -0.0024  0.0004  -0.0013
O  0.0005  -0.0008  0.0015
O  -0.0003  0.0017  -0.002
O  0  -0.0009  0.0007
O  0  0  0.0051
O  0.0005  0.0009  -0.0038
O  -0.0008  0.0008  -0.0024
O  -0.001  -0.0002  -0.0024
O  -0.0005  -0.0004  0.0034
O  0.0008  0.0004  0.0012
O  -0.0003  0.0011  -0.0021
O  0.0003  -0.0007  -0.0043
O  -0.0016  -0.0017  -0.0026
O  0.0003  -0.0001  -0.0001
O  -0.0007  0.0007  0.0038
O  0  0.0002  -0.0071
O  0.0008  0.0002  0.0052
O  -0.0008  -0.0007  0.0028
O  0.0007  -0.0013  0.0021
O  0.0006  0.0006  0.004
O  -0.0003  -0.0006  -0.001
O  -0.001  -0.0001  -0.0006
O  0  0.0002  0.0006
O  -0.0005  0.0002  0.0012
O  0.0002  -0.0001  0.0026
O  0  -0.0004  0.0014
O  -0.0005  0.0007  0.0051
O  -0.0003  0.0001  0.0058
O  0  0.0016  0.0021
O  0.0002  -0.0002  0.0024
O  -0.0001  0.0005  0.0002

The program warned: the cutoff lies below the one the program advises for these potential files; the forces do not sum to zero within the program's tolerance; empty levels may hold ghost states of the PAW files; the exchange-correlation potential is rough where the density is thin.
